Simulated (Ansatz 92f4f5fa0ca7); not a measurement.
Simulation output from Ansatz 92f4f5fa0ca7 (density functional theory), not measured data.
Periodic cell of 166 atoms, Si98O68, from a study of silicon, its oxide and their interface. The atomic structure is a simulated model.

Settings
functional: r2SCAN
potential files: Ansatz norm-conserving
basis: plane waves
wave-function cutoff: 1300 eV
density cutoff ratio: 4
exchange-correlation grid ratio: 1
k mesh: 2 x 2 x 1, shifted by 0.5 0.5 0.5 of a step
self-consistency stop: 5e-08 eV per atom in the density residual
occupations: Fermi-Dirac, 0.05 eV
spin: none
net charge: 0

Cell vectors (angstrom)
a, 10.88, 0, 0
b, 0, 10.88, 0
c, 0, 0, 24.439

Atoms: element, x, y, z (angstrom)
Si, -0.8993, 0.6446, -0.3295
Si, 3.6115, 2.5004, -0.0841
Si, 0.4065, 6.4911, -0.0682
Si, 4.7208, 8.8751, -1.0252
Si, 3.3395, 3.7559, -1.9409
Si, 8.552, 2.4252, 0.0292
Si, 6.931, 6.5781, -0.6691
Si, 8.7181, 8.0201, -0.3474
Si, 1.7803, 1.5908, 0.9935
Si, 4.2204, 4.0168, 1.6956
Si, 2.0701, 7.287, 1.4958
Si, 3.6853, 9.0629, 1.1493
Si, 6.4373, 1.542, 0.874
Si, 9.7901, 3.9286, 1.573
Si, 6.4951, 6.3001, 1.7388
Si, 9.2578, 9.5536, 1.1936
Si, 0.3323, 2.7049, 2.7625
Si, 2.6742, -0.0035, 2.7634
Si, 0.2337, 8.2106, 2.5444
Si, 2.6894, 5.4516, 2.9287
Si, 5.2603, 2.4436, 2.7192
Si, 7.8832, -0.1051, 2.34
Si, 5.3258, 7.972, 2.8596
Si, 8.0051, 5.151, 2.862
Si, 1.1032, 4.217, 4.2219
Si, 4.0348, 1.0625, 4.2132
Si, 1.348, 9.4602, 4.2246
Si, 3.7262, 6.9557, 4.3016
Si, 6.306, 3.9709, 4.1264
Si, 9.3671, 1.2324, 3.6796
Si, 6.9525, 9.5253, 3.8641
Si, 9.4396, 6.6763, 3.8971
Si, -0.0464, 0.0724, 5.2107
Si, 2.6063, 2.4988, 5.3603
Si, -0.3125, 5.504, 5.6265
Si, 2.4532, 8.449, 5.7542
Si, 5.6754, -0.1799, 5.3538
Si, 7.9423, 2.3989, 5.0401
Si, 5.223, 5.6214, 5.5503
Si, 8.2242, 8.1475, 5.4323
Si, 1.2019, 1.1618, 6.7705
Si, 3.856, 4.1466, 6.7903
Si, 1.1902, 6.9364, 6.8659
Si, 4.1129, 9.7327, 6.9147
Si, 6.9478, 1.1444, 6.6681
Si, 9.094, 3.8287, 6.713
Si, 6.7067, 6.9192, 6.6895
Si, 9.559, 9.6261, 6.8011
Si, -0.1644, 2.549, 8.0372
Si, 2.7685, 0.174, 8.304
Si, 0.0054, 8.351, 8.3721
Si, 2.7015, 5.61, 8.1771
Si, 5.4196, 2.6845, 7.8238
Si, 8.2364, 0.0269, 8.242
Si, 5.3498, 8.3967, 8.2274
Si, 8.1127, 5.4141, 8.1515
Si, 1.3158, 4.249, 9.1683
Si, 4.2571, 1.7434, 9.5634
Si, 1.553, 9.6878, 9.8895
Si, 4.2138, 6.8462, 9.4884
Si, 6.586, 3.9484, 9.4056
Si, 9.5395, 1.2261, 9.6827
Si, 7.3293, 9.1889, 9.3528
Si, 8.9296, 7.3973, 9.4105
Si, 0.5315, 0.7318, 10.8802
Si, 2.6188, 3.0941, 10.6312
Si, -0.6686, 5.5605, 11.2899
Si, 2.9401, 8.1324, 11.1797
Si, 5.9161, 1.2077, 12.0725
Si, 7.7637, 2.0563, 10.704
Si, 4.9695, 4.7416, 10.9645
Si, 7.0368, 8.6319, 14.311
Si, -0.5516, 9.8151, 18.7954
Si, 0.2468, 17.7535, 17.9932
Si, 7.0343, 9.3299, 18.7568
Si, 6.2116, 12.34, 17.976
Si, -2.0385, 3.0734, 12.4413
Si, -1.1072, 9.2123, 14.5408
Si, 10.6611, 11.8153, 13.9773
Si, 8.7321, 6.697, 15.558
Si, 0.7909, 12.5909, 18.1927
Si, 0.7968, -3.6815, 13.3812
Si, 1.8538, 13.5888, 15.7613
Si, 5.7998, 9.1448, 12.2809
Si, 6.5059, 7.7194, 17.0875
Si, 8.8827, 2.5168, 18.6329
Si, 4.631, 5.516, 18.4578
Si, -4.8024, 3.9115, 13.3973
Si, 7.2087, 9.66, 21.8528
Si, 13.632, 6.5762, 22.3554
Si, -1.4801, 11.3163, 21.1433
Si, 0.3967, 16.493, 16.0088
Si, 4.64, 14.1092, 16.1167
Si, -5.2144, 3.4909, 20.3582
Si, 1.5563, 3.8123, 20.2097
Si, 2.6903, 5.664, 19.6152
Si, 9.6285, 5.1489, 19.9875
Si, 7.7448, 4.9219, 22.4311
O, -2.5517, 3.6981, -1.1515
O, -5.7723, 1.653, -0.2344
O, 3.7254, 5.3936, -1.739
O, 5.2531, 5.3453, 1.3407
O, -0.3334, 5.1282, 0.7643
O, -10.2732, 0.7575, 0.3967
O, 5.2171, 1.9, -7.7597
O, 1.7836, 17.3083, -6.0777
O, 5.7272, -1.0941, -1.9622
O, -2.1688, 9.5434, -6.0227
O, 6.5837, 4.011, -2.9306
O, 2.3514, 6.7401, -3.6177
O, 5.598, 7.4649, -1.0694
O, 3.2678, 8.1655, -1.6922
O, 8.1636, 8.6494, -1.7299
O, 7.8822, 11.0517, -2.7877
O, 0.2175, 0.382, 12.4778
O, 6.2057, -0.0926, 18.3214
O, 1.6205, 1.8468, 11.2282
O, 3.3245, 4.479, 11.4771
O, -0.0664, 6.1012, 12.6019
O, 0.9448, 25.8259, 15.9365
O, 1.1112, 12.5607, 14.7292
O, -6.4484, 15.1959, 17.3333
O, 8.9929, -4.361, 10.824
O, 5.0242, 0.5595, 10.5661
O, 7.5599, 6.4951, 16.6712
O, 10.3415, -0.309, 15.0893
O, 5.4511, 5.1553, 12.4712
O, 4.2436, 8.8802, 11.8393
O, 9.8781, 17.8562, 23.6328
O, -5.0606, 3.9356, 15.1013
O, 11.2984, 5.2414, 10.1157
O, 1.9621, 12.7468, 17.1094
O, 5.3493, 24.3128, 12.7571
O, 2.1717, 7.3076, 12.4469
O, 5.1938, 6.8353, 17.6924
O, -5.0527, -0.1937, 12.794
O, -2.6052, 9.6366, 13.9542
O, -1.1709, 8.0376, 15.8162
O, 7.7564, 17.9991, 14.2839
O, 20.4479, 13.0119, 13.5883
O, 5.7872, 2.2129, 19.3506
O, -1.1196, -5.4529, 15.5309
O, 7.6851, 3.9159, 13.1844
O, 7.7858, 12.7304, 17.4453
O, -1.1376, 6.3147, 18.8673
O, -0.5739, 2.4642, 17.7893
O, 3.2914, 13.9238, 15.2645
O, 10.984, 19.4011, 18.1146
O, 6.2496, 8.5816, 15.8173
O, -0.7765, 9.9613, 20.4007
O, 1.5032, 2.3726, 19.5006
O, 8.7577, 5.6252, 21.2995
O, -2.3229, 14.8704, 19.2664
O, 1.8421, 3.5687, 21.8389
O, 1.0961, 17.4753, 14.8724
O, 9.7968, 4.0704, 11.584
O, -4.091, 9.1982, 11.0711
O, 0.2898, 4.6971, 20.1609
O, 5.5344, 15.8346, 19.5711
O, 10.3199, 0.9377, 22.4651
O, -0.0265, 8.5991, 13.399
O, 0.3537, 11.1235, 18.585
O, 9.4147, 1.6536, 19.9416
O, 6.9759, 9.065, 20.2992
O, 4.1668, 3.3049, 21.0107
O, 1.5082, 6.0293, 23.2725

Results
free energy: -43073.509 eV
free energy less fixed offsets of O -463.61, Si -117.95 eV per atom: 11.071 eV
pressure: -1.77 GPa
stress xx, yy, zz, yz, xz, xy (GPa, positive in tension): 1.34, 1.87, 2.09, -0.01, -0.87, 0.35

Forces (eV/angstrom), in the order of the atoms: element, x, y, z
Si, 1.1797, -0.4099, -0.5423
Si, 1.867, 0.3327, 0.776
Si, -0.5888, -2.3576, 0.7717
Si, -1.2633, -3.2278, -1.2245
Si, 0.5738, 0.5498, -4.161
Si, -1.1313, 2.7625, -0.1316
Si, -0.5804, 1.2074, 3.0856
Si, -1.5355, -1.9759, -0.9518
Si, 1.0627, 0.4295, 3.771
Si, -1.2359, 3.421, -1.0429
Si, -1.0901, -0.1307, -0.5736
Si, 0.6391, 0.0525, 1.7551
Si, 0.0516, 0.4969, -0.0003
Si, -1.7988, 0.9418, -0.5878
Si, -0.1114, 0.4666, -2.2725
Si, 3.0646, -0.466, -0.8961
Si, -0.4859, -1.1342, -0.6935
Si, -0.0892, -1.1262, -1.8386
Si, -1.5979, 0.2557, 1.2476
Si, -0.6717, -0.5692, -0.6333
Si, 1.1277, -1.0501, 1.6126
Si, -0.7291, 2.1867, -0.5702
Si, -0.1487, 1.3924, -0.5363
Si, 1.4443, -1.1434, 0.4891
Si, 1.5198, -0.3017, 0.8006
Si, 1.0578, 0.8379, -0.4763
Si, -1.5902, 1.6877, -2.9699
Si, 1.2285, 0.1574, 0.5658
Si, 1.8781, -0.0221, 0.3076
Si, 1.4326, 0.2831, -0.277
Si, -1.5015, -2.36, 1.546
Si, 0.5578, 1.008, 0.7143
Si, -1.5153, -0.7329, 0.5381
Si, -0.3951, 2.0306, 1.0249
Si, 0.1618, -0.5354, -0.412
Si, 2.4673, -1.395, 0.4806
Si, -1.6599, -0.1974, 0.4081
Si, -0.1075, 2.2754, 1.1804
Si, -0.5653, -1.0238, -0.7467
Si, 0.3886, 0.3512, -1.0863
Si, 0.8863, 1.0432, 0.2871
Si, 0.445, -1.0284, -0.737
Si, -0.4286, -0.8151, 1.1358
Si, -0.4332, 0.0723, -0.7722
Si, -0.8619, 1.1057, 1.0272
Si, 1.3963, 0.172, -0.2918
Si, 0.0501, -0.3624, 1.4414
Si, 0.2805, -0.5112, -0.4906
Si, -0.2948, 1.687, 0.2607
Si, 0.0076, 0.1165, 0.2283
Si, 0.0076, 0.232, 0.3927
Si, 0.6303, 1.0671, -1.5009
Si, 0.5062, 0.2987, 0.0493
Si, 0.7338, -0.1654, -0.7215
Si, 1.9063, -1.2944, -0.2432
Si, -1.3914, 1.1008, -0.2414
Si, -1.9641, -1.3222, 0.4117
Si, -0.3738, -2.3532, 0.3063
Si, -0.2079, -0.1884, -0.6561
Si, -0.8491, -1.1387, 1.8425
Si, 0.9276, -0.949, 0.5818
Si, 0.6739, 0.4509, -1.3508
Si, -2.305, -1.7391, 2.8524
Si, 0.2098, -1.0614, -0.7673
Si, 0.0507, -2.1883, 2.1771
Si, 0.3348, 0.1244, 0.2892
Si, 0.2703, -0.8113, -2.0033
Si, 0.2185, -0.8052, 0.4835
Si, -0.0788, -1.4054, -4.8365
Si, -1.6, 1.2506, 1.2147
Si, -2.3076, 2.4515, -0.1952
Si, -1.8301, -2.3915, -1.1034
Si, -2.4942, -1.0808, 0.2288
Si, -0.2729, -0.1492, 0.511
Si, 2.3672, 1.8871, -3.0094
Si, 0.7666, 0.4954, -1.746
Si, 0.1128, -0.5638, -0.1145
Si, 0.3778, -2.8922, 0.1712
Si, 2.4213, 1.9646, -0.1018
Si, -0.7469, -0.2255, 0.074
Si, 0.1135, 0.5067, 1.0912
Si, 1.7469, -0.4915, -0.2239
Si, -3.4949, -0.2897, -1.3257
Si, -1.1576, 0.0615, 1.4282
Si, -0.8829, -3.253, 3.7423
Si, 0.8308, -0.7179, -1.3596
Si, -1.053, 0.7492, -2.7782
Si, -0.242, 0.944, 2.5505
Si, -1.1713, -3.4667, -1.4419
Si, -0.6314, 3.5497, 1.4304
Si, 2.6571, 0.7975, -1.8928
Si, 0.8991, 0.1745, -0.4462
Si, 1.5359, 4.2013, -0.7935
Si, -2.3669, 1.995, -0.6567
Si, 2.9347, -2.0488, 1.7956
Si, -1.0348, 2.0477, -2.8411
Si, -2.494, -0.2964, -1.2844
Si, -1.1672, -1.9316, -2.7792
O, 1.0733, -1.5187, 1.2419
O, -0.0334, -0.3057, 0.735
O, 1.6784, -2.9536, -0.1543
O, -2.645, -3.109, 0.0258
O, 1.3251, 1.2776, -1.1081
O, -2.5258, -1.1323, -2.2687
O, 1.6583, -2.6262, 2.4966
O, -0.3862, -0.4217, 1.4641
O, -1.0833, 0.6625, 0.9355
O, -0.7785, 1.1341, -0.5196
O, 2.6984, 0.4468, 2.4248
O, 0.4423, -0.5842, -0.1667
O, 0.2313, 0.1173, 0.1698
O, 0.9533, -0.6832, 0.2296
O, -0.4671, 2.7551, -2.2234
O, 1.1695, 2.066, 0.0026
O, -1.0794, -0.531, 1.3422
O, 0.5825, -2.0621, 0.4284
O, 1.9186, 2.6521, -0.3613
O, 0.2593, -2.8554, -1.7948
O, 0.5257, 0.824, 1.7033
O, 0.9279, 0.4192, 0.2693
O, -1.6008, -0.2722, -1.1139
O, -0.285, -0.4793, -0.6195
O, 0.4323, 0.7054, 0.0051
O, -0.2699, 3.2634, 0.904
O, 0.4642, 1.0253, 0.9026
O, 0.6741, 2.9041, -1.248
O, 1.5241, -1.0962, 1.2381
O, 0.3592, -0.3026, 0.5595
O, 2.5862, 0.745, 0.6759
O, -1.1423, -0.6906, -2.5097
O, -0.6162, 1.4507, 0.2159
O, -0.1852, -0.2812, 0.4699
O, 0.1832, -0.0222, 0.5759
O, -0.2705, 1.3416, -0.4196
O, 0.9573, 0.9327, -0.5577
O, -0.2221, 1.5103, 2.0326
O, 0.895, -0.4747, 1.0859
O, -1.2552, 1.2334, -2.441
O, 1.0144, 0.1401, -0.1052
O, 0.3227, -0.6027, 0.3574
O, 0.8638, 0.8843, 0.3269
O, -2.9384, 0.6039, -0.9903
O, -0.9168, 0.3818, 0.8101
O, -0.1678, 1.2989, 3.6864
O, 1.7072, 0.6674, -0.2154
O, -0.6406, 0.8809, -0.2822
O, 1.7807, 0.309, -0.6168
O, 1.1456, -0.8495, 0.4364
O, 0.3088, 2.1929, -3.681
O, -0.7455, 1.5112, 2.5661
O, -0.5197, 0.2994, 0.1806
O, 0.4825, -1.0733, 0.2767
O, 1.3957, -0.0288, -0.0699
O, 0.2057, 0.0759, 0.3296
O, 0.4099, 0.1062, -0.7252
O, -0.8371, -1.6924, 1.4107
O, 2.2219, -0.5473, -3.6754
O, -4.4427, 0.6521, 0.3987
O, 2.5923, -1.9965, 1.323
O, -1.33, -1.5253, -0.5159
O, -1.2145, 0.2329, 1.3702
O, 0.3388, -1.3521, -1.3849
O, -1.5321, -1.6987, 1.9443
O, -0.3951, -0.1098, 2.8792
O, -0.0991, -0.1346, 2.2578
O, -1.1609, 0.7346, -0.6662
